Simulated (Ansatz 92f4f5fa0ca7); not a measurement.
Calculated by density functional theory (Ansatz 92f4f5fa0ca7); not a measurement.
Periodic cell of 264 atoms, Si152O112, from a study of silicon, its oxide and their interface. The atomic structure is a simulated model.

Settings: functional r2SCAN; potential files Ansatz PAW; basis plane waves; wave-function cutoff 800 eV; density cutoff ratio 5; exchange-correlation grid ratio 1; k mesh 1 x 1 x 1, shifted by 0.5 0.5 0 of a step; self-consistency stop 1e-10 eV per atom in the density residual; occupations fixed; spin none; net charge 0.

Cell vectors (angstrom)
a, 10.888, 0, 0
b, 0, 10.888, 0
c, 0, 0, 37.8908

Atoms: element, x, y, z (angstrom)
Si, 0.2154, -0.2174, 0.1008
Si, 3.0835, 2.4411, -0.0694
Si, -0.2963, 5.8277, 0.0103
Si, 2.3472, 8.375, -0.0337
Si, 5.3194, 0.2133, -0.0167
Si, 7.7467, 3.095, 0.0305
Si, 5.535, 5.2357, 0.392
Si, 8.2896, 7.9598, 0.1173
Si, 1.4332, 1.3751, 1.2877
Si, 4.0281, 3.94, 1.5191
Si, 1.2915, 6.8462, 1.3939
Si, 4.0745, 9.49, 1.2028
Si, 6.7862, 1.4034, 1.3707
Si, 9.4975, 4.1249, 1.2469
Si, 6.7981, 6.8212, 1.5042
Si, 9.5049, 9.5262, 1.3892
Si, 0.0003, 2.7429, 2.6003
Si, 2.7645, -0.021, 2.6696
Si, -0.0415, 8.1774, 2.7916
Si, 2.6592, 5.4312, 2.7089
Si, 5.4353, 2.6479, 2.8477
Si, 8.1606, 0.0353, 2.6998
Si, 5.3853, 8.2101, 2.7135
Si, 8.1959, 5.4258, 2.7714
Si, 1.308, 4.0787, 4.0593
Si, 4.0717, 1.287, 4.1403
Si, 1.3742, 9.5447, 4.0702
Si, 4.049, 6.802, 4.0568
Si, 6.8126, 4.0715, 4.1188
Si, 9.5494, 1.388, 4.0291
Si, 6.7786, 9.5621, 4.0625
Si, 9.5217, 6.794, 4.1424
Si, 0.0057, 0.0224, 5.4167
Si, 2.7, 2.718, 5.4179
Si, -0.0024, 5.4284, 5.472
Si, 2.7073, 8.1592, 5.4388
Si, 5.4513, -0.0212, 5.4936
Si, 8.1885, 2.7106, 5.4455
Si, 5.429, 5.4548, 5.4315
Si, 8.1384, 8.1867, 5.435
Si, 1.3559, 1.3702, 6.7954
Si, 4.0721, 4.0797, 6.7925
Si, 1.3653, 6.7936, 6.8166
Si, 4.0774, 9.5009, 6.8126
Si, 6.8242, 1.3591, 6.8207
Si, 9.5253, 4.073, 6.8194
Si, 6.7868, 6.8195, 6.7952
Si, 9.5253, 9.5435, 6.7908
Si, 0.0097, 2.721, 8.1649
Si, 2.7224, 0.0024, 8.1458
Si, -0.0068, 8.1614, 8.1595
Si, 2.7311, 5.4407, 8.1831
Si, 5.4524, 2.7296, 8.1655
Si, 8.1783, 0.0039, 8.1899
Si, 5.4374, 8.1626, 8.1732
Si, 8.1584, 5.4545, 8.1461
Si, 1.3523, 4.0807, 9.5324
Si, 4.0898, 1.3491, 9.5148
Si, 1.3819, 9.516, 9.5045
Si, 4.0993, 6.8078, 9.5423
Si, 6.8163, 4.1077, 9.5241
Si, 9.5557, 1.3746, 9.536
Si, 6.7945, 9.521, 9.5318
Si, 9.5091, 6.801, 9.5283
Si, 0.0137, -0.0374, 10.8591
Si, 2.7307, 2.7155, 10.8653
Si, -0.0087, 5.4458, 10.8947
Si, 2.7509, 8.1821, 10.8977
Si, 5.4416, -0.0065, 10.902
Si, 8.212, 2.7765, 10.8777
Si, 5.4791, 5.4755, 10.9073
Si, 8.1277, 8.1423, 10.898
Si, 1.3962, 1.303, 12.1952
Si, 4.0833, 4.1165, 12.1958
Si, 1.3504, 6.8349, 12.2152
Si, 4.1329, 9.4893, 12.3203
Si, 6.8494, 1.3904, 12.1693
Si, 9.5263, 4.1357, 12.3248
Si, 6.8093, 6.8166, 12.3581
Si, 9.5039, 9.5059, 12.1983
Si, 0.0324, 2.6566, 13.5189
Si, 2.7451, -0.0233, 13.6136
Si, -0.0607, 8.1442, 13.5698
Si, 2.7475, 5.5118, 13.5507
Si, 5.5294, 2.8016, 13.4813
Si, 8.162, -0.0027, 13.532
Si, 5.4772, 8.1569, 13.8072
Si, 8.1883, 5.5257, 13.7901
Si, 1.505, 3.9548, 14.7644
Si, 4.2668, 1.3539, 14.7676
Si, 1.2712, 9.5151, 14.8852
Si, 4.029, 6.7632, 15.1175
Si, 6.7782, 4.1019, 15.0316
Si, 9.5299, 1.3337, 14.8831
Si, 6.9355, 9.5846, 15.0842
Si, 9.5049, 6.9863, 15.1897
Si, -0.3269, -0.2937, 16.2195
Si, 3.1056, 2.8647, 16.0217
Si, 0.0047, 5.8422, 16.702
Si, 2.2906, 7.9267, 16.2525
Si, 5.7353, 0.3253, 16.2297
Si, 7.9673, 2.4677, 16.2186
Si, 5.1664, 5.1302, 16.4434
Si, 8.7964, 8.9181, 16.4303
Si, 6.3462, 0.436, 20.4681
Si, 7.9681, 30.4937, 19.5465
Si, -6.416, 17.7456, 21.6623
Si, -3.1188, 7.9348, 29.2855
Si, -1.0468, 11.3578, 35.2506
Si, -2.6382, 13.7352, 20.991
Si, -11.6975, 19.7861, 21.9928
Si, -21.2736, -6.6108, 27.7629
Si, -16.1137, 9.5564, 22.9191
Si, -5.1926, -3.9688, 18.923
Si, -8.357, 14.6658, 34.9356
Si, 3.4346, 11.2957, 20.1912
Si, -2.4505, 5.291, 27.8952
Si, -15.6589, 1.4782, 26.2059
Si, -21.7552, 12.0377, 27.5822
Si, -6.7497, 20.2688, 18.1797
Si, 2.8136, -2.4535, 32.3192
Si, -17.3835, 13.8518, 24.3914
Si, -20.1635, 9.3558, 26.942
Si, 1.2172, 12.4081, 18.204
Si, -18.6876, 20.8159, 24.5233
Si, -15.3366, 15.5048, 22.824
Si, -20.0321, 7.5007, 22.9571
Si, 4.3657, 5.4215, 26.2186
Si, -11.4988, 12.0101, 22.7345
Si, 0.8199, 6.324, 32.3722
Si, -25.3684, 5.9982, 25.2701
Si, -20.2293, 6.553, 25.8127
Si, -1.0292, 14.5967, 18.5095
Si, -13.472, 41.391, 24.4821
Si, 11.9019, 1.0281, 30.3863
Si, -3.6845, -4.2924, 31.855
Si, -0.0427, 15.9213, 34.9591
Si, 7.1391, 9.72, 35.6844
Si, 0.3289, 10.317, 32.8574
Si, -16.0326, 23.6623, 30.5611
Si, -2.2908, 13.9473, 34.9657
Si, -15.9083, 32.1438, 28.6633
Si, 9.5746, -2.6449, 31.561
Si, 5.908, 14.7164, 28.2047
Si, -7.9369, 9.6475, 29.5488
Si, -16.3893, 8.0634, 33.8293
Si, 6.8642, 14.5824, 32.4853
Si, -2.0008, 11.4947, 25.482
Si, 3.985, 14.1628, 32.2818
Si, 1.7247, 15.0011, 30.5238
Si, -18.0005, 28.2584, 35.932
Si, 2.3533, 23.1206, 22.9331
O, -1.5582, 4.4936, -2.862
O, 4.5907, 6.6288, -17.8325
O, 8.4439, 10.5536, -2.6313
O, 4.1916, 1.3077, -0.4622
O, -6.35, 5.8735, -0.698
O, -18.652, 8.6075, -7.1351
O, 0.6239, 13.563, -10.4966
O, 1.2689, 9.5381, -0.4628
O, 6.0627, -0.2711, -1.387
O, 10.3846, 0.5795, -1.1226
O, 6.9977, 2.4964, -6.4923
O, 0.3818, 5.4972, -1.4355
O, 9.4105, 6.8859, -0.3756
O, -4.7286, 11.3514, -7.958
O, 7.5736, 8.5082, -1.2304
O, -11.9006, 9.5539, -5.479
O, 11.4036, -17.2698, 15.9597
O, -16.0422, 3.42, 23.6322
O, -21.7375, -14.3976, 31.4326
O, -7.9735, 6.7877, 22.0869
O, 1.2602, 6.8536, 16.9611
O, -0.6231, 5.2392, 18.0897
O, -18.6359, 6.4792, 26.2006
O, 4.7968, 10.6626, 17.4472
O, 0.2934, 11.1871, 17.6432
O, -10.0872, 4.9293, 31.5708
O, 1.3076, 6.5164, 24.1903
O, -6.1001, 12.5575, 25.2918
O, -1.6622, 2.115, 22.0371
O, -3.4099, 27.1671, 23.788
O, -5.1852, 16.9857, 25.5903
O, 8.5971, -2.1561, 18.0522
O, -12.7711, 19.494, 30.0967
O, -11.9086, 15.5095, 28.2294
O, -5.7816, 19.1846, 22.0653
O, 3.8675, 15.056, 25.3245
O, -15.7313, 21.7006, 21.9746
O, 11.4487, 18.8979, 21.9451
O, 4.0732, 25.7282, 16.8045
O, 13.118, 2.0027, 17.0669
O, -2.091, 3.1272, 17.4411
O, -15.8066, 6.9969, 32.7856
O, -20.9751, -0.1133, 26.8869
O, 2.8009, 19.7742, 17.4557
O, -19.4223, 8.8069, 23.6503
O, 3.0907, 5.2966, 35.0818
O, -13.6787, -16.6917, 26.3264
O, 5.3086, 5.657, 22.3373
O, -20.1194, 20.3249, 32.7822
O, 0.4441, 22.4383, 31.841
O, -8.9557, 9.0144, 28.4794
O, 4.4702, 23.6447, 31.593
O, 5.7986, 16.5826, 17.8578
O, -14.8992, 7.0798, 30.3453
O, -14.5233, -6.3275, 28.7292
O, -8.711, 1.0618, 19.4189
O, -5.5731, 14.9831, 32.6743
O, -7.9124, -1.2804, 26.0938
O, -4.0499, 12.2971, 16.8098
O, 1.5169, 15.5283, 28.9993
O, -26.3354, 24.6555, 26.971
O, -16.858, 1.0451, 19.9465
O, -2.9189, 7.4463, 25.3677
O, -30.3117, 11.0584, 30.0713
O, -7.8393, 0.4782, 21.7497
O, -3.8934, -0.861, 19.6998
O, -3.993, 9.1184, 28.6275
O, -10.9343, 11.7165, 29.1741
O, -18.5208, 2.6276, 23.2976
O, -27.7583, 18.1157, 35.0993
O, -7.2233, 9.7625, 19.6816
O, -8.5922, 0.4147, 24.2435
O, -23.5347, 8.6657, 20.6823
O, 7.096, 7.3357, 19.6309
O, -1.4846, 19.2709, 23.3604
O, -6.2703, 20.8896, 24.0525
O, -14.3882, -9.2366, 20.3239
O, -3.8917, 20.0501, 23.6824
O, -1.7666, 14.5746, 19.93
O, -14.5107, 14.8346, 21.6273
O, -9.9443, 7.9888, 26.3386
O, -5.6611, -2.6838, 18.0594
O, -13.396, 17.7684, 28.2254
O, -5.5746, 13.8037, 29.3861
O, -1.0074, 33.7288, 24.2963
O, -8.5662, 28.6857, 32.5877
O, -10.0391, 16.1446, 26.5084
O, -8.1596, 18.4846, 36.4701
O, -6.5222, 31.6182, 28.8308
O, 2.6772, 13.9385, 36.3705
O, -13.2845, 18.2833, 32.3876
O, -4.4224, 30.9265, 34.335
O, -1.45, 12.0256, 26.907
O, -4.9177, 22.0533, 27.2684
O, -2.071, 9.8809, 25.4782
O, 1.333, 2.5757, 30.4921
O, -7.6853, 13.8983, 33.6778
O, 0.2716, 2.7529, 18.6297
O, -0.5796, 10.5108, 22.0911
O, 0.105, 17.064, 33.825
O, 0.9618, 14.7223, 34.5739
O, -18.5694, 15.0607, 31.177
O, -12.1568, 1.8972, 34.5362
O, 0.1351, 21.568, 34.4049
O, 6.6286, 15.1306, 37.5862
O, -14.3709, 14.0696, 33.909
O, 8.1043, 13.4594, 36.4275
O, -3.4879, 1.1994, 25.2634
O, 7.5894, 15.919, 31.9586
O, -6.111, 15.7737, 27.7014
O, -6.7576, 8.8069, 33.1609
O, 0.8559, 23.5534, 22.5378

Results
free energy: -161110.838 eV
free energy less fixed offsets of O -570.45, Si -639.56 eV per atom: -7.318 eV

Forces (eV/angstrom), in the order of the atoms: element, x, y, z
Si, 0.0431, -0.0196, 0.1945
Si, 0.0037, -0.061, 0.1975
Si, -0.0729, -0.0424, 0.2086
Si, 0.0515, 0.0645, 0.1828
Si, -0.0529, 0.009, 0.1648
Si, 0.0202, 0.0278, 0.2221
Si, 0.0443, -0.0295, 0.1255
Si, 0.0483, -0.0181, 0.1731
Si, -0.0139, -0.0409, -0.0102
Si, 0.0311, 0.0366, 0.0392
Si, 0.0174, 0.0066, 0.0175
Si, -0.0079, 0.0214, 0.0164
Si, -0.0127, -0.0075, 0.0024
Si, -0.0121, 0.0107, -0.0178
Si, -0.0033, -0.0043, 0.03
Si, 0.0113, 0.0036, 0.0091
Si, 0.0009, -0.0039, 0.0213
Si, -0.0165, 0.0085, 0.0565
Si, 0.0024, -0.0059, 0.0572
Si, 0.0209, -0.0036, 0.0246
Si, 0.0034, 0.0239, 0.0528
Si, -0.0089, 0.0027, 0.0167
Si, 0.0207, -0.0224, 0.0057
Si, -0.0112, 0.0018, 0.0595
Si, 0.02, 0.0042, -0.0296
Si, 0.0108, 0.0288, -0.0232
Si, -0.0171, -0.0046, -0.0189
Si, -0.0089, -0.0123, -0.0158
Si, -0.0123, -0.0288, -0.0092
Si, -0.0055, 0.0054, -0.0184
Si, 0.0027, -0.002, -0.0134
Si, -0.0053, 0.0248, -0.0169
Si, -0.003, -0.0014, 0.0186
Si, 0.0061, 0.001, 0.0243
Si, -0.0042, -0.003, 0.0178
Si, 0.0013, 0.0066, 0.0072
Si, -0.0138, 0.0039, 0.0132
Si, -0.0015, 0.0001, 0.01
Si, 0.0049, 0.0012, 0.0238
Si, -0.0064, 0.0034, 0.0185
Si, 0.014, 0.0016, -0.0111
Si, -0.006, -0.0147, 0.0103
Si, -0.0216, -0.0013, 0.009
Si, 0.0121, 0.007, 0.006
Si, -0.0024, -0.0039, 0.0183
Si, -0.0045, 0.0078, -0.0023
Si, -0.0063, -0.0035, 0.0099
Si, 0.0162, 0.009, 0.0103
Si, 0.0049, -0.0033, -0.0035
Si, -0.0136, -0.0058, -0.0092
Si, 0.0017, 0.0006, 0.0005
Si, 0.0076, 0.0046, -0.003
Si, 0.0178, 0.0072, -0.0003
Si, -0.0082, 0.0049, -0.0033
Si, -0.0253, 0.0173, 0.0079
Si, 0.0149, -0.0078, 0.0061
Si, 0.0101, -0.012, -0.0181
Si, 0.002, -0.0015, -0.0049
Si, 0.0112, -0.0124, -0.018
Si, 0.011, -0.0139, 0.0074
Si, -0.0225, -0.0062, -0.0077
Si, -0.0027, 0.0034, -0.0166
Si, 0.0182, 0.0048, -0.0072
Si, 0.0025, 0.0155, -0.0191
Si, 0.005, 0.0044, -0.0281
Si, 0.004, 0.014, -0.0115
Si, -0.0201, 0.0127, 0.0099
Si, -0.0238, 0.0335, -0.0011
Si, 0.0214, -0.0209, -0.0052
Si, 0.029, -0.0447, 0.0179
Si, -0.0182, 0.0168, 0.0001
Si, -0.0066, 0.0253, -0.0303
Si, -0.021, -0.0166, 0.0018
Si, 0.0357, -0.0379, 0.0072
Si, 0.0099, 0.0303, 0.0052
Si, 0.0172, -0.006, -0.0075
Si, -0.0321, 0.0314, 0.0036
Si, 0.0059, 0.0246, 0.0042
Si, -0.0169, -0.017, 0.0443
Si, -0.0359, -0.0283, -0.0135
Si, 0.0547, 0.0428, -0.0595
Si, 0.0549, 0.0317, -0.0587
Si, 0.0243, 0.005, -0.0391
Si, -0.0404, -0.0461, 0.0296
Si, -0.0104, 0.001, -0.043
Si, 0.0188, 0.0271, -0.0368
Si, -0.0227, 0.0184, -0.0758
Si, 0.0117, -0.0584, -0.0077
Si, 0.0326, -0.0162, -0.0921
Si, -0.0295, 0.0055, -0.0419
Si, 0.0191, -0.0199, -0.009
Si, 0.0021, 0.0406, -0.0052
Si, 0.0045, -0.0184, -0.0442
Si, -0.0494, -0.0176, 0.0288
Si, 0.0308, -0.0535, 0.0612
Si, -0.048, 0.03, 0.0437
Si, -0.017, -0.0365, -0.0866
Si, 0.005, -0.0034, -0.1008
Si, -0.0646, 0.1035, -0.1194
Si, 0.025, -0.0181, -0.1753
Si, 0.0345, 0.0149, -0.1533
Si, -0.0059, 0.0235, -0.1422
Si, -0.0001, 0.0074, -0.1996
Si, 0.0422, -0.0018, -0.2008
Si, 0.0122, -0.0329, -0.1552
Si, -0.0105, -0.0072, -0.2138
Si, 0.0471, 0.0197, -0.1856
Si, 0.0154, -0.0312, 0.1717
Si, -0.0385, 0.0128, 0.2097
Si, 0.0284, -0.0174, -0.2109
Si, -0.0577, 0.0362, -0.1682
Si, 0.0074, 0.0294, 0.0643
Si, -0.0085, 0.0137, -0.1671
Si, 0.0297, -0.0204, -0.2241
Si, 0.0046, 0.037, 0.2375
Si, -0.0151, -0.0398, -0.2044
Si, -0.0366, 0.0375, 0.0307
Si, -0.005, 0.0137, -0.0241
Si, -0.0129, -0.0237, 0.0769
Si, 0.0162, 0.0344, -0.1901
Si, 0.0046, -0.0165, 0.1674
Si, 0.0196, 0.0111, -0.1215
Si, 0.0404, -0.0134, 0.0106
Si, -0.0104, -0.0096, -0.1697
Si, 0.01, 0.0055, -0.1304
Si, 0.0016, -0.0015, -0.1702
Si, 0.0029, 0.0313, -0.1299
Si, 0.0458, -0.0231, -0.0303
Si, -0.0102, -0.013, -0.1567
Si, 0, 0.0297, 0.1419
Si, -0.0102, 0.0126, -0.1094
Si, 0.0178, 0.0103, -0.0853
Si, -0.0172, 0.0048, -0.2174
Si, 0.0108, 0.0155, -0.148
Si, -0.0045, -0.0481, 0.1403
Si, -0.0221, -0.0283, 0.1832
Si, -0.0018, -0.0173, 0.2092
Si, -0.033, 0.0124, 0.1927
Si, -0.026, -0.0329, 0.1551
Si, 0.014, 0.0557, 0.1604
Si, -0.0024, -0.0352, 0.2228
Si, -0.0079, 0.0143, 0.1029
Si, 0.0092, -0.0245, 0.1506
Si, -0.0105, -0.0314, 0.0652
Si, 0.0059, -0.0223, 0.1551
Si, 0.0151, -0.0024, 0.1973
Si, 0.012, 0.019, 0.1584
Si, 0.0411, -0.0082, -0.1061
Si, 0.0233, 0.0268, 0.1724
Si, 0.0424, 0.0243, 0.1719
Si, -0.0106, 0.0209, 0.1877
Si, -0.0127, -0.0569, -0.1492
O, 0.0077, 0.0353, -0.0723
O, -0.0599, -0.0194, 0.159
O, 0.0118, 0.0033, -0.0791
O, 0.0043, 0.0006, -0.0721
O, -0.0641, 0.035, -0.077
O, 0.0116, 0.0297, -0.1277
O, 0.0198, -0.0018, -0.0383
O, -0.0067, -0.0217, -0.0943
O, 0.0496, -0.0255, -0.1298
O, -0.0296, 0.0439, -0.1531
O, -0.0037, -0.0537, -0.1039
O, 0.0369, -0.0014, -0.1736
O, 0.006, 0.0094, -0.0895
O, 0.0154, -0.0617, -0.0522
O, -0.0363, 0.0014, -0.1153
O, -0.0208, -0.0108, -0.065
O, 0.0291, -0.0251, -0.0437
O, -0.0258, -0.0286, 0.0689
O, -0.0087, 0.012, -0.0705
O, -0.0525, -0.0245, 0.0499
O, -0.0112, -0.0039, 0.0342
O, -0.0252, -0.0606, 0.1151
O, 0.0034, 0.0179, 0.0218
O, -0.055, -0.0586, 0.1339
O, 0.027, 0.0287, 0.1228
O, -0.0031, -0.0635, -0.0814
O, -0.015, -0.0434, 0.0966
O, 0.0145, -0.0362, 0.0504
O, 0.0485, -0.0296, 0.1024
O, 0.0277, 0.0257, 0.0694
O, -0.0292, 0.0152, 0.0195
O, -0.0144, 0.012, 0.1609
O, -0.0295, 0.0217, -0.1076
O, 0.0181, -0.0149, 0
O, 0.0037, 0.0248, 0.0634
O, -0.0259, 0.0137, 0.0345
O, -0.0107, -0.0288, 0.1411
O, 0.0404, -0.0332, 0.0452
O, -0.0509, 0.0045, 0.0612
O, -0.0154, -0.0632, 0.0944
O, 0.0282, 0.0254, 0.1341
O, 0.0306, -0.0475, -0.0973
O, -0.0093, 0.0176, -0.0292
O, 0.0131, 0.054, 0.0979
O, -0.002, 0.022, 0.0481
O, -0.0139, -0.0399, -0.1193
O, 0.0302, -0.0306, 0.0097
O, 0.0067, -0.0421, 0.076
O, 0.0237, -0.0087, -0.0249
O, 0.0065, 0.0753, -0.107
O, -0.0224, -0.019, -0.0426
O, 0.0046, -0.0364, -0.0665
O, 0.0299, 0.047, 0.1303
O, -0.0122, 0.0321, -0.1233
O, 0.0181, -0.0054, -0.0019
O, 0.0416, -0.0085, 0.1225
O, -0.0362, -0.0101, -0.0509
O, -0.0029, 0.0036, 0.0583
O, 0.0422, -0.0114, 0.0487
O, -0.0126, 0.0202, -0.1056
O, 0.0263, -0.0041, -0.0135
O, 0.0039, 0.0243, 0.0532
O, 0.0104, -0.0227, 0.0683
O, 0.0205, 0.0193, -0.0591
O, -0.0129, 0.0131, 0.1391
O, -0.0261, 0.0483, 0.0591
O, -0.0192, 0.0211, -0.0638
O, -0.0443, -0.0111, -0.0643
O, 0.0207, 0.0393, 0.0547
O, 0.0487, 0.0282, -0.09
O, -0.0093, 0.0208, 0.1208
O, -0.0121, -0.0191, 0.07
O, 0.0616, 0.0003, 0.1243
O, 0.0101, 0.0093, 0.0816
O, -0.0174, -0.0235, 0.1002
O, -0.0103, 0.0102, 0.0697
O, 0.0109, 0.015, 0.0513
O, 0.0394, -0.0001, 0.0579
O, -0.0554, -0.0072, 0.1558
O, -0.0537, 0.0573, 0.0804
O, -0.0308, -0.0057, 0.0209
O, 0.0077, -0.0205, 0.0942
O, 0.0197, -0.0271, -0.0646
O, -0.0146, 0.0316, -0.0983
O, -0.0264, -0.0024, 0.1044
O, 0.0041, -0.0213, -0.0509
O, -0.0209, -0.0213, 0.0038
O, -0.0093, -0.0256, -0.1326
O, 0.0347, 0.0027, -0.0608
O, -0.0062, 0.0313, -0.1868
O, 0.0134, 0.0233, -0.0374
O, -0.0169, -0.0211, -0.1318
O, -0.0072, 0.0105, 0.0346
O, -0.0035, -0.0079, -0.0338
O, 0.0019, 0.0163, 0.0646
O, -0.0119, 0.0066, -0.0428
O, 0.0331, -0.0287, -0.1215
O, -0.005, -0.0106, 0.0926
O, 0.0129, 0.0272, 0.0403
O, -0.0023, 0.0592, -0.1057
O, -0.0078, -0.0273, -0.0858
O, -0.0298, 0.029, -0.0932
O, 0.0334, 0.0065, -0.0943
O, 0.0469, -0.032, -0.098
O, -0.0152, 0.0111, -0.0762
O, -0.0684, 0.0183, -0.0998
O, 0.0077, -0.0142, -0.1867
O, -0.035, 0.0141, 0.0123
O, 0.0115, 0.0231, -0.0724
O, -0.013, 0.0163, 0.0037
O, -0.0572, 0.0425, -0.0853
O, -0.0105, 0.0152, 0.0503

The program warned: the cutoff lies below the one the program advises for these potential files; the forces do not sum to zero within the program's tolerance; empty levels may hold ghost states of the PAW files; the exchange-correlation potential is rough where the density is thin.
